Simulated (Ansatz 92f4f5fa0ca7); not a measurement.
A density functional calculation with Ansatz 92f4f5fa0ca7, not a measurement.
Periodic cell of 252 atoms, Si144O100N8, from a study of silicon, its oxide and their interface. The atomic structure is a simulated model.
This geometry differs little from another in the collection (a relaxation step or a small displacement).

Settings
functional: r2SCAN
potential files: Ansatz PAW
basis: plane waves
wave-function cutoff: 800 eV
density cutoff ratio: 5
exchange-correlation grid ratio: 1
k mesh: 1 x 1 x 1, shifted by 0.5 0.5 0 of a step
self-consistency stop: 1e-10 eV per atom in the density residual
occupations: fixed
spin: none
net charge: 0

Cell vectors (angstrom)
a  10.887  0  0
b  0  10.887  0
c  0  0  35.0019

Atoms and the computed forces on them: element, x, y, z (angstrom), force x, y, z (eV/angstrom)
Si  -0.5123  0.6088  0.0318  0.0071  -0.0049  -0.095
Si  2.1152  3.323  -0.0507  0.0072  -0.0068  -0.0973
Si  -0.1428  5.4707  0.3121  0.0074  -0.0068  -0.0543
Si  2.6995  8.135  0.0303  0.0042  -0.0039  -0.1053
Si  5.4787  0.0196  0.2296  0.0039  -0.0009  -0.0969
Si  8.1841  2.8312  0.3359  0.008  -0.0075  -0.0592
Si  5.9222  4.9977  -0.0931  -0.0072  0.0109  -0.0981
Si  8.5936  7.7483  -0.0924  -0.0109  0.0098  -0.0969
Si  1.2388  1.5492  1.3105  -0.0024  0.004  0.0084
Si  4.0139  4.1969  1.2071  0.0004  -0.0032  -0.0008
Si  1.3894  6.8175  1.4484  -0.0029  0.0032  0.0045
Si  3.9526  9.6016  1.4012  0.0039  -0.0024  0.0053
Si  6.8576  1.3335  1.5427  -0.0025  0.0055  0.0027
Si  9.4306  4.198  1.724  0.0011  -0.0014  0.0038
Si  6.8752  6.7475  1.2478  0.0018  -0.0005  0.0057
Si  9.4445  9.6121  1.234  0.0023  0.0017  0.0006
Si  -0.0148  2.7805  2.8699  0.004  -0.0036  -0.0035
Si  2.6041  0.1251  2.6898  0  0.0018  -0.0017
Si  -0.0122  8.292  2.6639  0.0001  0.0013  -0.0003
Si  2.8039  5.501  2.7683  0.0005  -0.0014  -0.0017
Si  5.3314  2.7588  2.6649  -0.0019  -0.0002  -0.001
Si  8.1687  -0.0692  2.8289  0.0033  -0.001  -0.0031
Si  5.4426  8.1622  2.6086  -0.0004  0.003  -0.0014
Si  8.0538  5.5741  2.9064  -0.0023  0.0035  -0.0013
Si  1.4116  4.1367  4.1347  -0.0015  0.0028  0.0013
Si  4.0281  1.4031  4.0666  0.0003  -0.0006  0.0003
Si  1.3238  9.6062  4.0748  0.0013  0.0013  -0.0002
Si  4.1398  6.8587  4.0942  -0.0001  0.0016  0.0005
Si  6.6916  4.1078  4.0971  0.0015  -0.0033  0.0013
Si  9.5222  1.3483  4.1513  -0.002  0.0035  0.0015
Si  6.7547  9.4816  4.0951  -0.0007  0.0008  0.0008
Si  9.5261  6.9289  4.1026  0.0037  -0.0009  0.0015
Si  -0.0047  0.0181  5.5045  0.0006  0.0014  0.0009
Si  2.7284  2.7436  5.4895  0  0.0013  0.0012
Si  0.0065  5.5168  5.4347  0.0013  0.0014  0.0005
Si  2.7307  8.2248  5.3957  0.0006  0.0009  0.0007
Si  5.3962  0.0093  5.4078  0.0005  0.0008  0.0004
Si  8.1083  2.7461  5.4264  0.0003  -0.0006  0.0012
Si  5.4236  5.4647  5.4948  0.0002  0.0014  0.0012
Si  8.1561  8.206  5.4919  0.0003  0.0006  0.0015
Si  1.3666  1.374  6.837  0.0007  0.002  0.0007
Si  4.0915  4.0903  6.8427  0.0002  0.0005  0.0006
Si  1.3914  6.8558  6.7821  -0.0011  0.0003  0.0012
Si  4.0602  9.5523  6.8022  0.0001  0.001  0.0014
Si  6.7767  1.3564  6.7773  0.0004  0.0017  0.0007
Si  9.5145  4.1108  6.7688  0.0004  0.0014  0.0006
Si  6.8332  6.7955  6.821  0.0006  0.0018  0.0015
Si  9.5246  9.548  6.8468  0.0003  0.0008  0.0003
Si  -0.0155  2.7426  8.1442  -0.0005  0.0008  0.0011
Si  2.6929  -0.013  8.1996  0  0.0012  0.0015
Si  0.0379  8.1901  8.1711  0.0017  0.0008  0.0004
Si  2.7235  5.46  8.145  0.0004  0.002  0.0013
Si  5.441  2.6919  8.177  0  -0.0001  0.001
Si  8.1655  0.0381  8.1543  0.0006  0.0009  0.0002
Si  5.4561  8.1744  8.1187  0.0002  0.0023  0.0022
Si  8.2004  5.459  8.1886  0.0009  0.0006  0.0021
Si  1.3676  4.0875  9.4861  0.0015  0.0016  0.0008
Si  4.0555  1.3317  9.5381  0.0011  0.0006  0.0009
Si  1.3294  9.5395  9.6098  -0.0009  0.001  0.0014
Si  4.1026  6.8168  9.4734  0.0001  0.0008  0.001
Si  6.8447  4.0433  9.5001  -0.0002  0.0009  0.0018
Si  9.5498  1.3603  9.5281  0.0012  0.0015  0.0015
Si  6.8391  9.5135  9.4648  -0.0002  0.0016  0.0009
Si  9.6233  6.8077  9.5351  -0.0004  0.0015  0.0002
Si  -0.052  0.0195  11.0113  -0.0005  0.0009  0.0004
Si  2.6357  2.6761  10.8699  -0.0011  0.0021  -0.0016
Si  0.1014  5.4392  10.9119  0.0011  0.0014  0.0012
Si  2.743  8.1291  10.8713  0.0012  0.0034  0.0003
Si  5.454  -0.0681  10.8119  0.001  -0.0013  -0.0002
Si  8.2508  2.738  10.8841  0.0011  -0.003  0.001
Si  5.4452  5.4084  10.7869  0.001  0.0015  0.0008
Si  8.2741  8.2281  10.8247  -0.0006  0.0004  0.0003
Si  1.3065  1.3878  12.3905  0.006  0.0003  -0.0002
Si  4.0117  4.0652  12.1193  0.0009  -0.0032  0.0025
Si  1.4763  6.7592  12.3175  -0.001  -0.0031  0.0026
Si  4.1458  9.4275  12.1927  0.001  0.0011  -0.0033
Si  6.8282  1.3203  12.0825  -0.0016  0.0026  -0.001
Si  9.6982  4.0394  12.2712  0.0013  0.004  0.0002
Si  6.9843  6.7162  11.9855  0.0005  0.0045  0.0005
Si  9.4646  9.5494  12.4264  0.0017  0.0021  -0.0024
Si  -0.0419  2.7643  13.9331  -0.0051  -0.004  0.003
Si  2.8246  -0.0198  13.5564  -0.0109  0.0063  -0.0016
Si  0.112  8.1172  13.6601  0.0043  0.0018  0.0061
Si  2.7722  5.3067  13.7132  0.0042  0.0043  0.0069
Si  5.4588  2.7022  13.3074  0.0001  0.0015  0.0044
Si  7.923  0.1012  13.7359  0.0014  0.0035  0.0057
Si  5.6189  7.9119  13.3444  0.0075  -0.0081  0.0026
Si  8.3076  5.4476  13.4401  0  0.002  0.0075
Si  1.7348  3.8213  15.3538  -0.0186  0.0016  -0.1831
Si  4.0091  1.6202  14.7617  -0.0099  0.0038  -0.1316
Si  1.4079  9.612  14.9293  -0.0081  -0.0012  -0.1106
Si  4.6759  6.2185  14.6972  0.0093  -0.0177  -0.0819
Si  6.8442  4.057  14.5497  -0.0021  0.0029  -0.0485
Si  8.9434  1.8474  15.1186  -0.0124  0.0151  -0.112
Si  6.2422  9.5901  14.8066  0.0039  -0.0004  -0.1209
Si  9.477  6.8445  14.9331  -0.0023  0.0215  -0.1383
Si  -6.6099  20.6106  18.8723  -0.0331  0.0159  -0.305
Si  -1.2189  2.5546  21.7135  0.0205  0.0195  -0.2202
Si  7.9447  14.8535  25.8851  0.0075  -0.0019  -0.2483
Si  22.9248  17.9836  25.9971  0.0313  -0.0225  -0.2717
Si  -3.2146  0.3213  22.6501  0.0538  0.0037  -0.2278
Si  25.7679  1.4534  17.6479  0.037  0.0083  -0.2482
Si  -12.9125  15.894  20.3549  0.0302  0.0153  -0.277
Si  11.7828  9.7126  24.6715  -0.0262  -0.0234  -0.2511
Si  -0.0638  -3.6935  20.3677  -0.0017  -0.0324  -0.2821
Si  16.6115  20.5398  26.6875  -0.0144  0.0135  -0.2438
Si  1.4896  22.8173  26.3967  0.0163  -0.0151  -0.3156
Si  9.2403  6.5539  17.9381  -0.0316  0.0348  -0.3122
Si  14.7794  30.3644  16.2363  -0.0162  -0.0195  -0.2258
Si  -15.7523  -1.6015  21.3645  -0.0504  -0.0088  -0.2834
Si  18.9753  8.7336  16.7038  -0.0047  0.0689  -0.2219
Si  9.5497  8.6278  22.7851  -0.0013  0.0013  -0.2618
Si  12.2158  3.856  22.7057  -0.0167  0  -0.2412
Si  1.4092  23.7117  20.7651  0.0312  -0.0252  -0.3177
Si  1.8048  21.7766  18.7342  -0.0333  -0.0129  -0.2644
Si  2.9435  16.2934  24.6492  -0.0404  0.0219  -0.2409
Si  10.6153  12.4348  28.6667  0.0002  -0.026  -0.273
Si  6.7235  9.0566  32.9852  -0.0114  0.0586  -0.2151
Si  13.3823  25.6371  18.4706  0.0092  -0.0237  -0.327
Si  -6.2651  6.7948  32.9096  -0.0474  0.0027  -0.2231
Si  -7.1516  -9.268  30.2632  0.0198  -0.0246  -0.271
Si  7.3851  6.8036  22.2735  -0.0144  -0.0389  -0.2301
Si  -12.722  24.9292  30.8207  -0.0382  0.012  -0.2549
Si  12.0831  7.8738  28.8949  -0.0033  0.005  -0.2813
Si  2.6368  5.9888  20.6491  -0.0217  -0.0181  -0.28
Si  10.2904  21.7611  16.9742  -0.0527  0.0222  -0.2479
Si  5.077  10.3601  23.8344  -0.0082  -0.0306  -0.254
Si  -3.1736  15.8908  28.6831  0.0001  0.0442  -0.2677
Si  -2.8425  21.6381  28.0112  -0.0405  -0.0396  -0.2677
Si  -13.8306  7.8097  27.3713  0.006  -0.016  -0.2403
Si  3.2648  10.2499  28.3517  0.0224  -0.0185  -0.2629
Si  3.6788  34.1175  33.2227  0.0159  -0.0159  -0.2175
Si  2.4596  22.8887  23.5747  -0.0056  0.0508  -0.2785
Si  -8.2286  -5.2618  30.622  -0.027  0.0014  -0.2635
Si  -0.0039  9.9952  30.3852  -0.0318  -0.0161  -0.2583
Si  -4.1213  12.1304  25.4748  -0.0092  -0.0073  -0.2474
Si  1.3912  21.0301  33.0915  0.0035  0.0073  -0.2302
Si  11.9207  13.9104  30.9173  0.0105  0.0077  -0.2389
Si  15.4383  18.1386  22.7417  0.0062  -0.0078  -0.2327
Si  15.582  25.7784  28.774  0.0463  0.0064  -0.2686
Si  20.1576  6.447  24.8061  -0.0049  0.0197  -0.2856
Si  26.7926  14.5423  25.8576  0.0061  0.0014  -0.2484
Si  7.9671  11.0779  30.8968  0.0207  0.0193  -0.2604
Si  21.3726  -7.7929  33.3878  -0.005  0.002  -0.2561
O  6.1339  -6.1748  28.7661  -0.0201  -0.0062  0.0866
N  -1.4007  2.0354  34.3822  -0.0214  -0.0135  0.1051
O  7.0585  -0.6153  31.9589  -0.0462  -0.0811  0.1491
O  -2.5634  15.2581  30.0342  0.0533  -0.0704  0.1569
O  5.5325  5.5444  33.4001  0.0317  -0.0367  0.1139
O  -7.9486  13.7198  33.6073  -0.0304  0.04  0.1116
O  -10.8963  17.3974  25.0189  0.0319  0.0143  0.1085
O  6.4572  -13.5552  26.8507  0.0228  -0.0096  0.0845
O  12.0107  20.7716  31.528  0.0557  0.0134  0.1863
O  18.8114  6.6152  28.4845  -0.0067  -0.0536  0.1114
O  9.4412  10.4076  30.9568  -0.0096  0.0013  0.0866
O  10.933  10.7899  33.6699  -0.0417  0.0277  0.1175
N  -2.1696  18.0744  23.3114  0.0373  -0.0243  0.1706
O  8.6178  9.2107  27.8769  0.0171  0.0434  0.0906
N  6.9049  10.9502  26.7286  0.0402  -0.03  0.1688
O  15.6313  12.2376  16.2119  -0.0137  -0.0077  0.1822
O  4.6271  8.801  17.6256  0.0114  0.0485  0.195
O  -8.587  19.877  28.5452  -0.0215  -0.0105  0.0968
O  -0.2932  3.5709  22.6151  0.028  0.0191  0.095
O  2.3053  8.875  16.0906  0.0369  -0.0124  0.1006
O  -0.3198  8.9628  23.9692  0.0657  0.0313  0.1405
O  1.5641  3.0513  19.5527  -0.0426  -0.0538  0.1824
O  -4.4756  4.4726  25.8006  -0.0022  -0.0033  0.0886
O  5.1105  9.1374  20.071  0.0898  -0.0265  0.2181
O  7.8197  3.0299  15.4295  0.0101  -0.0072  0.0546
O  8.5351  1.6854  22.4727  -0.0542  -0.0462  0.0943
O  11.2297  10.5904  15.6864  -0.0393  0.0295  0.1279
O  13.5389  9.5315  18.913  0.0073  0.0015  0.0908
O  10.2213  5.7572  20.8297  0.0021  -0.0029  0.1024
O  2.9194  16.1402  19.2062  -0.0016  0.0734  0.1748
O  1.6774  15.4518  24.0831  0.0511  0.0532  0.1487
O  4.7018  0.4065  18.6667  0.01  -0.0464  0.113
O  -24.217  -2.8043  15.2518  -0.0123  0.0174  0.1363
O  -16.9077  1.1793  34.2574  0.0362  -0.0219  0.0982
O  -1.0668  17.1019  16.433  -0.0153  -0.0031  0.2057
O  28.9383  8.1286  21.3289  0.0126  -0.0219  0.1069
O  -6.1334  24.2737  29.3677  -0.0326  -0.0477  0.1159
O  25.6217  13.8652  18.1788  -0.0296  0.0333  0.1022
O  -14.1236  16.4808  21.2353  -0.0424  0.0549  0.1415
O  10.3509  7.357  18.8126  0.0636  0.0068  0.1926
O  12.9782  0.6161  20.1985  -0.0129  0.0619  0.1708
O  12.5301  -0.3087  23.5138  -0.0203  -0.0326  0.1207
O  9.4788  23.1161  16.5961  0.0418  -0.0522  0.1242
O  10.2638  19.2424  21.3422  -0.0571  0.0547  0.1871
O  4.8491  9.7766  25.325  0.0275  -0.0185  0.2055
O  4.221  3.8768  27.2329  -0.0177  0.0089  0.2033
O  17.5598  -0.1137  21.4144  0.0246  0.0311  0.1304
O  5.7644  15.9875  15.2719  -0.0076  0.0098  0.0478
O  5.9754  6.4924  23.0089  -0.0172  -0.0025  0.0828
N  5.0114  8.9821  22.7408  -0.0143  0.0348  0.156
O  9.2573  9.6816  17.2146  -0.0065  -0.0329  0.0368
O  1.7368  25.8999  17.0029  0.044  -0.0014  0.2447
O  2.4657  0.8825  17.5239  -0.0158  -0.0193  0.1174
O  8.7987  4.8814  24.8521  -0.028  -0.0392  0.1149
O  7.9652  2.37  25.4965  0.0016  0.0191  0.0848
O  -20.0587  -2.1058  33.8905  0.0265  -0.0409  0.1019
O  -9.3488  18.0459  20.4325  0.0083  -0.005  0.0904
O  19.2957  15.1099  27.4188  -0.0033  0.0263  0.1885
O  -5.311  18.9212  32.4128  0.0082  -0.0058  0.0754
O  23.8973  1.7529  25.0548  -0.0329  -0.0098  0.2084
O  25.7237  17.6007  21.2926  0.0578  0.0417  0.1523
O  12.8573  15.7563  21.6066  -0.0323  -0.0601  0.1503
O  19.7945  3.4314  20.597  0.0109  -0.0352  0.1105
O  0.6241  7.2567  27.5079  0.0043  0.0342  0.2118
O  -6.1896  20.5909  27.8977  -0.0663  0.0125  0.1281
O  0.6445  13.2331  32.3602  -0.0297  -0.0081  0.1744
O  7.2881  21.7096  29.4442  0.0029  0.0161  0.2067
O  19.6213  16.1439  18.749  -0.0055  -0.052  0.1893
O  3.5604  32.7788  29.7374  0.0107  0.0632  0.1465
O  -6.2799  20.5292  15.1955  -0.0308  -0.0164  0.1079
O  4.1361  17.9092  15.9932  -0.0162  0.0477  0.0993
O  17.6744  9.5797  16.3594  0.0475  -0.0289  0.1156
N  -0.3845  13.6253  29.9259  0.0109  0.0466  0.1608
N  -10.2634  4.18  34.3389  0.0158  0.0219  0.1059
O  0.2485  21.7574  18.3493  0.0658  0.0012  0.1386
O  -1.7071  1.0314  28.0592  0.0446  0.027  0.1096
O  -5.5176  2.0884  25.6446  -0.0115  0.0276  0.0863
O  12.5962  19.3963  25.3919  -0.0052  -0.0305  0.1034
O  -1.136  17.4899  34.5776  0.0053  -0.0082  0.0464
N  2.0239  24.0675  22.3542  0.0263  -0.0253  0.1892
O  8.7128  -11.7852  22.6942  0.0117  -0.0131  0.08
O  0.639  23.7865  27.3818  -0.0623  0.0217  0.1722
O  13.1433  24.0373  30.2135  -0.026  0.0182  0.0944
O  25.881  26.0766  24.7049  0.0567  -0.0471  0.1161
O  10.7138  23.3777  20.9321  -0.0358  0.0221  0.1057
O  11.3304  11.1049  29.2829  -0.0042  -0.0361  0.127
O  9.478  14.6696  32.2779  0.0441  0.0106  0.1867
O  2.8152  24.4039  15.2003  -0.0001  0.0029  0.0807
O  13.2825  6.0534  26.0188  -0.031  0.0317  0.1196
O  3.5699  17.1978  31.7729  0.0812  0.0481  0.162
O  4.3184  12.4937  31.756  -0.0021  -0.0022  0.1925
O  1.8561  17.6425  29.8201  0.0465  -0.0684  0.1325
O  -9.3505  15.4474  31.1403  -0.0184  -0.0205  0.0822
O  7.0511  14.7062  34.6014  0.0088  -0.0031  0.0501
O  11.3676  21.658  25.8318  0.0056  0.0558  0.141
O  25.4262  4.8854  29.5952  -0.0612  0.0435  0.1346
O  14.3522  17.5868  23.7974  -0.0464  -0.0536  0.1368
O  -8.1808  11.2699  27.2219  0.0409  -0.0382  0.1521
N  17.493  22.1421  23.9744  -0.0234  0.0351  0.1934
O  3.8005  -3.645  34.2247  -0.038  0.0291  0.1055
O  -2.2018  -3.638  26.0651  -0.0522  0.0501  0.1928
O  2.6726  0.2052  33.2741  -0.0001  0.0003  0.0728
O  8.131  34.4759  31.0633  0.0034  0.0091  0.0837
O  -6.89  33.2842  23.4197  0.0132  -0.0084  0.0888
O  18.8283  18.4085  17.7457  0.0221  -0.0425  0.1171
O  10.84  -2.3366  29.6665  -0.0206  0.0478  0.1162
O  18.9298  8.2127  33.4195  0.0392  -0.032  0.1106
O  -4.6711  20.6469  34.3388  -0.0292  0.0358  0.1062

Results
free energy: -152234.994 eV
free energy less fixed offsets of N -386.36, O -570.45, Si -639.56 eV per atom: -2.474 eV

The program warned: the cutoff lies below the one the program advises for these potential files; the forces do not sum to zero within the program's tolerance; empty levels may hold ghost states of the PAW files; the exchange-correlation potential is rough where the density is thin.
